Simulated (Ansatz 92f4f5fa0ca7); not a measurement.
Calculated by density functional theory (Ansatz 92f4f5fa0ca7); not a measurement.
Periodic cell of 223 atoms, Si132O90P1, from a study of silicon, its oxide and their interface. The atomic structure is a simulated model.
Doubt: the cutoff is far below the 930 eV that the study's wrapper takes by default for these files, so forces and energies are approximate.
This geometry differs little from another in the collection (a relaxation step or a small displacement).

Settings
functional: PBE
potential files: Ansatz PAW
basis: plane waves
wave-function cutoff: 580 eV
density cutoff ratio: 5
exchange-correlation grid ratio: 1
k mesh: 1 x 1 x 1, Gamma-centred
self-consistency stop: 5e-08 eV per atom in the density residual
occupations: fixed
spin: none
net charge: +1 e, with a uniform compensating background and no finite-size correction

Cell vectors (angstrom)
a  10.938  0  0
b  0  10.938  0
c  0  0  32.1988

Atoms: element, x, y, z (angstrom)
Si  10.5816  0.216  24.8494
Si  5.7134  10.6989  24.7479
Si  2.4309  2.9691  24.595
Si  8.4547  2.4591  24.7916
P  0.2678  5.1765  24.826
Si  5.17  5.7532  24.6872
Si  2.946  7.99  24.5808
Si  7.917  8.4642  24.7121
Si  1.3063  1.409  25.9935
Si  6.8521  1.3333  26.1055
Si  4.0182  4.1265  25.9503
Si  9.6426  4.0549  26.0931
Si  1.3853  6.8046  26.0025
Si  6.7716  6.8633  26.0076
Si  4.0874  9.5307  26.0007
Si  9.4516  9.5792  26.1288
Si  2.7189  0.0155  27.3194
Si  8.1525  -0.0118  27.5453
Si  0.038  2.7143  27.4958
Si  5.4225  2.7528  27.3387
Si  2.7257  5.4465  27.4302
Si  8.1851  5.4919  27.3415
Si  -0.0338  8.1922  27.3632
Si  5.4427  8.2049  27.4384
Si  4.0747  1.3722  28.7193
Si  9.5752  1.3589  28.8445
Si  1.3712  4.1148  28.8383
Si  6.82  4.1046  28.7086
Si  4.0944  6.8248  28.793
Si  9.5484  6.8294  28.7459
Si  1.3688  9.5749  28.7057
Si  6.7741  9.5511  28.8609
Si  0.0175  -0.0253  30.1515
Si  5.42  0.0201  30.1503
Si  2.7459  2.7228  30.1522
Si  8.1835  2.7548  30.1276
Si  -0.0271  5.4766  30.1438
Si  5.4798  5.4595  30.1375
Si  2.716  8.2145  30.1136
Si  8.198  8.1864  30.1571
Si  1.3745  1.3553  31.5248
Si  6.8215  1.3828  31.49
Si  4.1162  4.0942  31.5136
Si  9.5559  4.1027  31.51
Si  1.3525  6.8528  31.4796
Si  6.8427  6.8161  31.5314
Si  4.0715  9.5732  31.5112
Si  9.578  9.5546  31.5179
Si  2.7366  -0.0051  0.7133
Si  8.1929  0.0101  0.652
Si  -0.0073  2.7344  0.6824
Si  5.483  2.7322  0.6934
Si  2.73  5.4958  0.6426
Si  8.2138  5.4532  0.7103
Si  0.0114  8.1888  0.6872
Si  5.4622  8.2104  0.6794
Si  4.1297  1.3638  2.067
Si  9.5545  1.3525  2.0437
Si  1.376  4.1373  2.0134
Si  6.8478  4.0832  2.0767
Si  4.0974  6.8311  2.0447
Si  9.5848  6.8354  2.0624
Si  1.3761  9.5423  2.0646
Si  6.829  9.6023  2.0359
Si  -0.0199  -0.0412  3.382
Si  5.4976  0.0115  3.4812
Si  2.7753  2.8018  3.3467
Si  8.1862  2.6833  3.4596
Si  0.0299  5.4768  3.435
Si  5.4712  5.4649  3.4061
Si  2.772  8.2029  3.4572
Si  8.2008  8.2348  3.3673
Si  1.3912  1.3938  4.6264
Si  6.8457  1.3465  4.9112
Si  4.1503  4.0847  4.8044
Si  9.5785  4.0803  4.7587
Si  1.414  6.8282  4.8222
Si  6.8232  6.8887  4.728
Si  4.1361  9.5756  4.8448
Si  9.5509  9.5501  4.7907
Si  2.744  0.1108  6.0589
Si  8.2085  -0.0609  6.2662
Si  0.0303  2.6737  6.0453
Si  5.4738  2.7264  6.2885
Si  2.8164  5.4768  6.1816
Si  8.1754  5.4795  6.0401
Si  0.0109  8.1884  6.1516
Si  5.5279  8.2238  6.2367
Si  3.8341  1.5752  7.6023
Si  9.8419  1.1377  7.4525
Si  1.6324  3.8002  7.3131
Si  6.6514  4.4141  7.4769
Si  4.4073  6.632  7.5468
Si  9.3661  6.9494  7.405
Si  1.1409  9.918  7.2928
Si  7.161  9.2296  7.6694
O  8.3081  8.0852  7.9162
O  2.7163  2.7382  7.9621
O  9.5092  1.3151  24.2132
O  4.0826  6.8736  24.1056
O  0.0313  0.0249  7.9623
O  5.5304  5.5111  8.0319
O  6.8192  9.5933  24.1832
O  1.2837  4.1442  24.0473
O  3.8625  7.3835  8.9365
O  0.8077  4.3745  8.6006
O  9.8123  6.1751  8.8004
O  2.1181  9.3812  8.4971
O  7.5072  3.9248  8.8029
O  4.2697  0.9237  9.0685
O  6.7322  9.5593  9.225
O  9.2089  1.8567  8.7964
O  7.719  3.1419  23.4955
O  10.3345  5.8765  23.6895
O  5.0305  0.4746  23.4351
O  5.8812  5.0898  23.3604
O  3.0616  2.2678  23.225
O  2.3517  8.7288  23.2096
O  8.5841  7.8178  23.3421
O  0.265  10.2995  23.6085
Si  4.3629  1.5971  22.464
Si  3.4904  7.9268  14.0311
Si  7.1201  0.9571  14.6696
Si  0.9721  9.3246  22.5358
Si  1.1794  4.307  11.8823
Si  6.2645  8.9614  15.321
Si  0.6778  1.3653  12.2986
Si  8.6514  4.9326  20.5293
Si  0.3249  5.7125  9.3617
Si  5.1017  3.1166  17.9435
Si  0.8821  3.7389  16.7522
Si  10.406  2.8216  19.2358
Si  5.2805  1.181  10.3485
Si  0.8829  0.1528  19.8505
Si  6.6452  9.4591  10.8631
Si  9.3345  9.6721  18.3193
Si  9.391  9.2422  12.57
Si  6.5757  3.844  22.5783
Si  2.4421  8.0677  9.3791
Si  10.6013  7.3683  17.0775
Si  2.5185  6.2885  16.5821
Si  10.1761  4.4865  14.1912
Si  6.1347  9.1811  18.5176
Si  7.9692  2.5714  9.5784
Si  8.8793  2.1414  12.4524
Si  5.3475  6.24  18.0743
Si  3.9203  0.5536  19.47
Si  4.2775  3.8376  12.0505
Si  5.544  6.6005  12.1363
Si  8.0159  2.4948  17.232
Si  4.3615  2.4792  14.9672
Si  1.5407  1.2113  15.2588
Si  1.5708  9.4096  12.0447
Si  8.0497  6.847  13.8697
Si  10.3826  9.8341  15.4849
Si  9.7932  7.0098  22.6106
Si  8.1344  5.4877  17.4323
O  6.0473  7.9577  11.2892
O  6.0123  9.1969  16.9002
O  7.6817  1.3593  13.1985
O  0.895  1.7465  13.8686
O  9.4465  6.2502  16.8765
O  6.761  6.2003  13.1352
O  5.1401  4.6536  18.6139
O  9.2289  2.1329  18.2865
O  2.3666  0.0798  19.0893
O  9.4063  10.226  16.7601
O  2.7879  4.4331  11.7145
O  5.0657  10.3209  19.1106
O  9.4248  3.2374  13.4961
O  0.4633  1.744  19.9685
O  3.1547  1.3615  15.0647
O  8.2219  5.4107  19.0486
O  3.9063  6.589  17.387
O  4.579  3.282  16.3873
O  9.0593  5.6606  14.3171
O  5.4468  2.7666  22.1319
O  10.6755  4.1394  15.6868
O  0.3361  3.8512  18.289
O  10.4207  10.5092  19.212
O  9.6447  10.023  14.0271
O  10.9701  8.036  22.1736
O  1.1949  2.157  16.5341
O  9.7356  3.7136  20.4323
O  8.1499  4.0296  16.7196
O  -0.0414  9.0987  11.9055
O  6.5837  2.4066  18.0126
O  5.5814  10.7154  11.1958
O  7.7474  9.5864  18.842
O  10.0292  1.0214  12.062
O  1.3138  6.9559  9.0669
O  0.6222  4.7643  13.3519
O  5.7027  7.6206  18.9909
O  5.2358  5.0844  11.519
O  2.7191  6.9792  15.1191
O  0.9118  2.7417  11.4682
O  0.8611  10.6844  15.5497
O  2.4067  8.5848  10.9139
O  4.6967  2.4296  11.2723
O  4.255  3.5087  13.6809
O  2.1974  4.6808  16.4998
O  10.7128  8.2487  15.6978
O  6.9318  10.2892  14.6796
O  2.3401  8.9479  13.4277
O  8.034  1.5272  15.9113
O  4.1293  6.9944  12.8563
O  4.172  2.0049  18.7208
O  7.2921  4.4239  21.2503
O  8.4108  2.9236  11.1044
O  1.1925  6.8723  17.3655
O  5.6543  1.572  14.7615
O  8.1306  9.7519  11.5894
O  9.2793  6.2186  21.302
O  8.9603  7.712  12.8611
O  1.6521  0.1166  11.8835
O  6.6677  6.1477  17.0902
O  7.3925  7.7955  15.0433
O  1.1882  10.2456  21.2189
O  10.0305  8.1952  18.3547
O  3.9432  0.8561  21.0816
O  0.3372  5.3311  10.9298
O  6.6983  1.57  9.6419
O  4.7769  8.7067  14.6818

Results
free energy: -135859.289 eV
free energy less fixed offsets of O -568.88, P -755.39, Si -635.61 eV per atom: -4.179 eV

Forces (eV/angstrom), in the order of the atoms: element, x, y, z
Si  0.0516  -0.0923  -0.2186
Si  -0.0225  0.0557  -0.3081
Si  0.2932  -0.3035  -0.1872
Si  -0.1684  -0.079  -0.3579
P  0.0239  -0.2848  -0.65
Si  0.0502  -0.0595  -0.2678
Si  0.136  0.115  -0.3138
Si  -0.0844  0.0781  -0.12
Si  0.1249  -0.0128  0.0404
Si  0.0341  -0.003  0.0824
Si  0.034  -0.0924  0.058
Si  -0.1754  -0.1941  0.1424
Si  0.3026  0.2299  0.0575
Si  0.0231  0.036  0.0197
Si  -0.0259  -0.0125  0.0666
Si  -0.0494  -0.0061  0.0238
Si  -0.0206  0.0117  -0.0941
Si  -0.0244  0.0031  0.1203
Si  0.0144  0.0339  0.0984
Si  -0.0258  0.013  -0.0885
Si  -0.0292  0.0014  0.0463
Si  0.0872  0.0707  -0.0918
Si  -0.0949  -0.0899  -0.0526
Si  -0.0326  -0.029  0.0651
Si  0.0167  -0.0046  0.0922
Si  -0.0852  -0.0217  -0.1134
Si  -0.0217  -0.0696  -0.0958
Si  0.018  -0.0526  0.0708
Si  0.0078  0.0589  -0.0405
Si  0.031  -0.0162  0.0636
Si  0.012  0.0002  0.0639
Si  0.1083  0.0192  -0.126
Si  0.0185  -0.0236  0.0059
Si  -0.0481  0.0359  0.0343
Si  0.0006  -0.0028  0.03
Si  -0.0133  0.0144  0.0132
Si  -0.0295  0.0343  0.0169
Si  0.0154  0.0003  -0.0058
Si  0.0059  0.0198  0.0014
Si  -0.0099  -0.0059  0.0354
Si  0.0415  -0.019  0.0195
Si  -0.0141  -0.0047  0.0006
Si  0.016  -0.0413  0.0108
Si  -0.0131  0.0047  0.0281
Si  -0.0187  0.0125  0.0014
Si  0.0034  0.0267  0.0163
Si  0.01  0.0092  0.0282
Si  -0.0161  -0.0041  -0.0041
Si  -0.0171  0.0009  0.0143
Si  0.0109  0.0159  -0.0284
Si  -0.0211  -0.0217  0
Si  0.0017  0.0024  0.0006
Si  0.0301  0.0136  -0.0334
Si  -0.0124  -0.0005  0.0118
Si  -0.0005  0.0106  -0.0006
Si  -0.0049  -0.0043  -0.0062
Si  0.0394  -0.0222  -0.0164
Si  0.0049  -0.0016  0.0017
Si  -0.0444  0.0078  -0.0415
Si  0.0174  -0.0427  0.0062
Si  0.0194  0.0218  0.006
Si  0.0063  -0.0073  -0.0178
Si  0.0476  -0.0291  -0.0047
Si  -0.0439  0.0196  -0.0106
Si  0.0662  0.1159  0.0844
Si  -0.0562  -0.0123  -0.0982
Si  -0.0644  -0.1428  0.1394
Si  0.07  0.0969  -0.0643
Si  -0.0483  -0.02  -0.0245
Si  0.0269  0.0354  0.0354
Si  -0.0569  0.0006  -0.0734
Si  0.0143  -0.0601  0.103
Si  -0.0122  0.0079  -0.0982
Si  -0.0029  -0.0103  0.0875
Si  0.0218  0.0249  -0.03
Si  -0.0065  -0.0166  0.0306
Si  0.0223  0.0211  0.0374
Si  -0.0059  0.0193  -0.0348
Si  0.0207  0.0141  0.0842
Si  -0.0185  -0.0141  -0.0345
Si  0.014  0.0464  -0.0649
Si  -0.0053  -0.021  0.0117
Si  0.0119  -0.0244  -0.0494
Si  -0.0226  -0.0111  0.0012
Si  -0.0016  0.0054  0.003
Si  0.0043  0.0036  -0.0645
Si  -0.0137  -0.0177  -0.001
Si  0.0123  -0.0079  -0.0544
Si  0.0277  -0.0561  0.2231
Si  -0.0259  0.0705  0.1957
Si  -0.0713  0.0129  0.1634
Si  0.0457  0.0151  0.2103
Si  -0.0071  0.0334  0.1831
Si  0.006  -0.0282  0.1758
Si  0.0349  -0.0101  0.1822
Si  -0.033  0.0112  0.2466
O  0.02  -0.0012  -0.0949
O  0.0234  -0.0132  -0.1031
O  -0.0159  0.173  0.1295
O  -0.1702  0.0471  0.0969
O  0.0031  -0.0174  -0.1054
O  -0.0042  -0.018  -0.0955
O  0.0191  -0.019  0.0921
O  -0.5469  0.6221  0.6225
O  0.0627  -0.0582  -0.1751
O  0.0584  -0.0718  -0.1785
O  -0.0641  0.0506  -0.1713
O  -0.0725  0.0979  -0.2043
O  -0.0674  0.0832  -0.2071
O  -0.0731  0.0344  -0.2426
O  0.037  -0.0162  -0.2989
O  0.0768  -0.0648  -0.1872
O  0.202  -0.0521  0.2619
O  0.4636  -0.523  0.2728
O  0.0205  -0.0511  0.1961
O  -0.0608  0.0832  0.2083
O  -0.268  0.2442  0.349
O  0.0587  -0.1584  0.2478
O  0.1058  -0.1194  0.0794
O  -0.076  0.0708  0.1632
Si  0.1125  -0.1135  -0.4641
Si  0.0104  0.0091  0.0087
Si  -0.0307  -0.0179  -0.029
Si  -0.0047  0.2074  -0.4072
Si  0.0344  -0.0514  0.1299
Si  -0.003  -0.0105  -0.0979
Si  0.0044  -0.0078  0.0585
Si  -0.062  -0.2288  -0.5627
Si  0.0379  0.0047  0.2702
Si  0.035  0.0476  -0.205
Si  0.033  -0.0016  -0.175
Si  0.0095  -0.0484  -0.3508
Si  0.0164  0.0321  0.2596
Si  -0.0857  0.107  -0.4069
Si  0.0226  -0.0395  0.264
Si  -0.0603  -0.0351  -0.2205
Si  0.0188  -0.0257  0.0639
Si  -0.0349  0.0293  -0.4275
Si  -0.0319  -0.0131  0.2831
Si  0.0497  -0.0041  -0.1461
Si  0.0016  0.0129  -0.1057
Si  -0.0174  0.0181  -0.0327
Si  0.0321  -0.0478  -0.1984
Si  -0.0234  -0.0482  0.2782
Si  0.0296  -0.0307  0.1232
Si  -0.05  0.0101  -0.1485
Si  0.0699  -0.0272  -0.4066
Si  -0.0104  0.0383  0.0934
Si  -0.0031  -0.0267  0.1027
Si  -0.0342  -0.0248  -0.1684
Si  -0.0052  -0.0303  -0.0669
Si  0.015  -0.0199  -0.0647
Si  -0.0411  0.0456  0.1393
Si  -0.0008  -0.0053  0.0015
Si  0.0328  0.0061  -0.0867
Si  -0.2435  0.4949  -0.6508
Si  -0.0106  0.0148  -0.2605
O  0.0141  0.0552  -0.0824
O  -0.0067  0.0099  0.141
O  0.0057  0.0084  -0.0281
O  -0.0019  0.0006  -0.0052
O  -0.024  -0.0176  0.0671
O  -0.0165  0.0056  -0.0263
O  0.0032  -0.0173  0.078
O  0.0704  0.0178  0.1333
O  -0.0306  -0.009  0.1272
O  -0.018  -0.0048  0.117
O  -0.0101  0.005  -0.0387
O  -0.0759  0.0768  0.1134
O  -0.0086  -0.0114  -0.0243
O  0.0364  -0.0365  0.1272
O  -0.0035  0.0076  0.0208
O  0.0565  -0.0253  0.3295
O  0.0496  -0.0044  0.0633
O  0.0168  0.0083  0.1103
O  0.0085  -0.0057  0.0121
O  -0.0227  0.0055  0.1404
O  0.0161  -0.0095  0.0645
O  -0.0575  -0.0259  0.1569
O  0.12  0.0444  0.1532
O  0.0005  0.0016  0.0051
O  -0.0578  -0.168  0.1946
O  -0.0131  0.0251  0.0654
O  -0.0715  0.1137  0.1892
O  0.0053  0.0095  0.0726
O  0.016  -0.0046  -0.0383
O  -0.0201  0.0003  0.0705
O  -0.0041  0.0222  -0.0819
O  0.0033  0.0067  0.072
O  -0.0148  0.0053  -0.0316
O  -0.001  0.005  -0.1026
O  0.0085  0.0016  -0.0307
O  0.0074  0.0186  0.0799
O  0.0024  -0.0105  -0.0447
O  -0.0094  -0.0192  0.0416
O  -0.0029  0.0201  -0.046
O  -0.0106  -0.0042  0.0259
O  0.0363  -0.048  -0.1734
O  0.0256  -0.0744  -0.0973
O  0.0009  0.0014  -0.0232
O  -0.0107  -0.0114  0.0399
O  -0.01  -0.0164  0.0527
O  0.005  0.0038  0.014
O  -0.0114  0.0041  -0.0382
O  0.0197  0.0293  0.0721
O  0.0105  -0.0045  -0.0312
O  -0.0495  -0.0941  0.1453
O  -0.0802  -0.0409  0.2541
O  -0.0298  0.0145  -0.1589
O  -0.0225  0.0041  0.056
O  0.0064  0.0059  0.0158
O  -0.0578  0.0094  -0.0783
O  0.1863  0.1481  0.5058
O  0.005  0.0178  -0.0224
O  0.0098  -0.0126  -0.0357
O  0.006  -0.0089  0.0669
O  -0.0051  0.0047  0.0241
O  0.0122  -0.1667  0.3205
O  -0.0114  0.0273  0.1018
O  0.0143  0.0956  0.3859
O  -0.0306  0.0481  -0.1504
O  0.0295  0.0196  -0.1046
O  0.0105  0.0021  0.0144

The program warned: the cutoff lies below the one the program advises for these potential files; the exchange-correlation potential is rough where the density is thin.
